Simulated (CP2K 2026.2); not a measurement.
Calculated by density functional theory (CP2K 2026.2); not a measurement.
Periodic cell of 504 atoms, Si360O144, from a study of silicon, its oxide and their interface. The atomic structure is a simulated model.
Doubt: the forces sum to 1.66 eV/angstrom along one axis rather than to zero, so they err by at least 0.0033 eV/angstrom per atom on average; the grid cutoff is modest.

Settings
functional: PBE
method: Gaussian and plane waves
basis set: DZVP-MOLOPT-SR-GTH
pseudopotentials: GTH-PBE
grid cutoff: 350 Ry, relative cutoff 50 Ry
k points: Gamma only
occupations: fixed
spin: none
net charge: 0

Cell vectors (angstrom)
a	16.32	0	0
b	0	16.32	0
c	-5.7006	6.0305	33.0319

Atoms and the computed forces on them: element, x, y, z (angstrom), force x, y, z (eV/angstrom)
Si	-4.557	21.276	32.988	0.047	-0.347	0.721
Si	4.366	1.026	0.061	-0.128	0.156	0.753
Si	1.157	4.355	0.214	0.077	-0.101	0.72
Si	3.772	7.037	0.117	0.274	-0.097	0.77
Si	1.527	9.256	0.048	-0.155	0.281	0.717
Si	4.339	11.903	0.074	-0.128	0.183	0.778
Si	6.596	15.113	0.014	0.224	-0.141	0.763
Si	9.43	1.663	0.04	0.043	-0.225	0.721
Si	7.12	3.745	0.265	-0.041	0.027	0.733
Si	9.682	6.582	0.144	-0.209	0.135	0.726
Si	6.66	9.813	0.165	0.064	-0.268	0.698
Si	9.644	12.081	0.038	-0.195	0.201	0.745
Si	6.676	20.702	32.969	0.017	0.244	0.769
Si	15.308	1.246	0.002	-0.278	0.061	0.696
Si	12.004	4.467	0.046	0.155	-0.215	0.736
Si	15.274	6.583	0.185	-0.172	0.042	0.718
Si	11.822	9.812	0.138	0.076	-0.203	0.741
Si	8.65	18.24	32.738	0.47	-0.109	0.648
Si	2.712	16.298	1.368	-0.009	-0.007	-0.048
Si	5.467	2.605	1.433	-0.017	-0.02	-0.065
Si	2.727	5.479	1.499	0.002	0.01	-0.056
Si	5.459	8.15	1.33	0.001	-0.001	-0.049
Si	2.705	10.83	1.347	0.022	-0.027	-0.062
Si	5.427	13.57	1.35	0.002	0.006	-0.051
Si	8.224	16.313	1.255	-0.01	0.006	-0.04
Si	10.942	2.816	1.375	-0.012	0.005	-0.068
Si	8.195	5.396	1.493	0.003	0.004	-0.059
Si	10.798	8.173	1.426	0.003	-0.029	-0.029
Si	8.146	10.983	1.485	0.02	0.003	-0.043
Si	10.87	13.591	1.367	0.01	-0.034	-0.064
Si	13.607	16.333	1.138	0.001	-0.029	-0.057
Si	0.033	2.734	1.466	-0.008	-0.002	-0.042
Si	13.602	5.496	1.409	-0.008	0.003	-0.051
Si	0.028	8.174	1.476	0.01	-0.008	-0.062
Si	13.457	10.881	1.417	-0.003	0.015	-0.047
Si	-0.103	13.454	0.955	-0.039	0.025	-0.06
Si	1.42	1.371	2.76	-0.004	-0.009	0.021
Si	4.116	4.046	2.734	0.002	-0.009	0.017
Si	1.373	6.827	2.862	0.01	0.003	0.032
Si	4.089	9.498	2.735	0.002	-0.015	0.024
Si	1.277	12.254	2.542	0	0.045	-0.014
Si	4.046	14.909	2.711	0.015	0.003	0.032
Si	6.86	1.272	2.749	0.025	0.003	0.048
Si	9.592	4.088	2.829	-0.002	-0.016	0.051
Si	6.78	6.79	2.733	0.007	0.015	0.013
Si	9.463	9.534	2.788	0.003	0.012	0.027
Si	6.787	12.32	2.802	-0.023	0	0.027
Si	9.526	14.98	2.682	-0.02	0.012	0.002
Si	12.288	1.345	2.616	0.006	-0.009	-0.008
Si	14.917	4.069	2.761	0.012	0.023	0.021
Si	12.256	6.874	2.761	-0.001	-0.002	0.026
Si	14.918	9.553	2.713	-0.008	-0.018	0.014
Si	12.187	12.263	2.794	0.002	0.019	0.027
Si	14.964	14.896	2.491	-0.009	-0.027	0.033
Si	-0.013	16.256	3.969	0.006	-0.015	-0.033
Si	2.752	2.725	4.119	0.007	-0.005	0.02
Si	-0.027	5.429	4.122	-0.006	0.011	-0.008
Si	2.753	8.184	4.157	0.011	-0.014	0.003
Si	-0.011	10.924	4.019	0.017	-0.013	-0.018
Si	2.643	13.56	4.008	0.003	-0.006	0.011
Si	5.445	16.262	4.078	0.007	0.012	-0.017
Si	8.19	2.687	4.107	-0.009	0.01	-0.011
Si	5.447	5.423	4.098	-0.002	0.005	0.005
Si	8.119	8.155	4.117	-0.001	-0.014	-0.002
Si	5.428	10.89	4.093	-0.016	-0.014	-0.02
Si	8.178	13.658	4.109	0.002	-0.006	0.003
Si	10.907	16.339	4.017	0.004	0.016	-0.001
Si	13.586	2.677	4.077	-0.007	0.02	-0.004
Si	10.927	5.481	4.137	-0.007	0.007	-0.004
Si	13.605	8.204	4.121	-0.011	-0.003	0.009
Si	10.85	10.879	4.133	0.014	0	-0.003
Si	13.626	13.643	4.025	-0.011	0.023	-0.026
Si	1.338	14.957	16.32	-0.009	0	-0.001
Si	4.073	17.673	16.324	0.005	0.006	-0.003
Si	1.37	4.067	16.323	-0.014	-0.004	-0.003
Si	4.093	6.813	16.263	0.003	-0.002	-0.013
Si	1.383	9.541	16.334	0.01	-0.002	0.008
Si	4.092	12.252	16.342	0.003	-0.002	-0.006
Si	6.751	14.961	16.356	0.008	-0.006	0.01
Si	9.49	17.679	16.335	-0.018	0.01	0.003
Si	6.791	4.046	16.299	-0.005	0.007	-0.003
Si	9.515	6.806	16.308	0.005	0.01	0.001
Si	6.8	9.527	16.298	-0.01	0.006	-0.011
Si	9.541	12.245	16.264	0.018	-0.004	-0.018
Si	12.257	14.944	16.346	-0.001	-0.012	0.005
Si	-1.323	17.671	16.306	-0.004	-0.001	-0.011
Si	12.198	4.074	16.28	-0.001	-0.01	-0.011
Si	-1.35	6.813	16.291	0.008	0.012	-0.012
Si	12.24	9.519	16.316	0.004	0.011	-0.01
Si	-1.366	12.267	16.358	-0.012	-0.004	-0.006
Si	2.691	16.317	17.664	-0.013	0.002	0.002
Si	5.419	19.038	17.693	0	-0.005	0.017
Si	2.769	5.446	17.622	0.001	0.002	-0.027
Si	5.42	8.173	17.64	0.009	0.003	0.007
Si	2.756	10.897	17.717	0.009	0.014	-0.014
Si	5.429	13.58	17.762	-0.002	-0.001	0.02
Si	8.075	16.363	17.7	-0.01	0	-0.008
Si	10.858	19.044	17.68	0.022	0.035	0.027
Si	8.16	5.405	17.628	0.003	-0.012	0.001
Si	10.88	8.161	17.683	-0.004	0.001	0.008
Si	8.196	10.895	17.607	-0.018	0.003	-0.007
Si	10.857	13.58	17.673	-0.009	-0.008	0.012
Si	-2.637	16.288	17.669	0.023	-0.01	-0.009
Si	0.018	19.02	17.697	0.011	0.012	0.008
Si	-2.764	5.457	17.588	-0.001	0.004	-0.022
Si	0.014	8.169	17.66	-0.014	-0.01	0.023
Si	-2.762	10.911	17.685	0	0.008	-0.001
Si	0.016	13.61	17.738	-0.01	-0.002	0.006
Si	1.44	17.708	19.092	0.016	0.004	-0.037
Si	4.102	4.127	19.041	-0.001	0.025	-0.01
Si	1.452	6.815	18.961	0.013	0.021	-0.023
Si	4.159	9.565	19.07	0.012	-0.002	-0.015
Si	1.36	12.214	19.091	0.014	-0.012	-0.021
Si	3.944	14.916	19.064	-0.023	-0.009	-0.014
Si	6.694	17.682	19.129	0.031	-0.02	-0.023
Si	9.463	4.062	19.063	-0.016	0.008	-0.037
Si	6.778	6.769	18.927	-0.016	-0.024	-0.02
Si	9.522	9.568	19.003	0.033	0.003	-0.011
Si	6.913	12.212	19.042	0.017	0.016	-0.008
Si	9.442	14.955	18.963	-0.012	-0.005	-0.044
Si	12.295	17.657	18.941	-0.006	0.005	-0.029
Si	-1.417	4.115	18.919	0.011	-0.017	-0.035
Si	12.207	6.737	19.017	-0.019	-0.013	0.002
Si	-1.399	9.516	18.985	-0.003	0.012	-0.037
Si	12.199	12.257	19.095	-0.02	-0.013	-0.015
Si	-1.262	15.018	19.14	-0.022	0.043	-0.018
Si	0.152	16.378	20.544	-0.026	-0.063	0.044
Si	2.767	19.146	20.445	-0.025	-0.02	0.09
Si	0.01	5.451	20.188	0.003	-0.002	0.032
Si	2.772	8.189	20.378	-0.009	0.001	0.034
Si	-0.028	10.838	20.384	0.008	0.01	0.055
Si	2.678	13.525	20.538	0.012	0.001	0.06
Si	5.236	16.3	20.42	0.024	0.056	0.055
Si	8.058	19.063	20.482	-0.01	0.017	0.039
Si	5.474	5.466	20.397	0.011	-0.009	0.047
Si	8.205	8.086	20.201	-0.02	-0.019	0.031
Si	5.697	10.786	20.44	0.008	-0.052	0.011
Si	8.154	13.654	20.451	-0.005	-0.003	0.026
Si	10.867	16.299	20.196	0.009	0.007	0.032
Si	-2.705	19.045	20.304	0.018	-0.01	0.045
Si	10.885	5.388	20.436	0.004	-0.038	0.067
Si	-2.771	8.122	20.314	-0.003	-0.009	0.066
Si	10.778	10.885	20.494	0.039	0.004	0.072
Si	-2.704	13.672	20.417	0.012	0.005	0.033
Si	1.279	14.829	22.006	0.243	0.22	-0.794
Si	4.077	17.793	21.868	0.016	-0.082	-0.815
Si	1.073	3.976	21.631	0.246	0.048	-0.688
Si	4.373	7.08	21.687	-0.158	-0.165	-0.709
Si	1.09	9.209	21.656	0.091	0.163	-0.709
Si	4.429	12.329	21.607	-0.108	0.003	-0.661
Si	6.406	14.724	21.659	0.207	0.042	-0.735
Si	9.676	17.761	21.534	-0.237	-0.067	-0.722
Si	7.062	4.453	21.822	-0.252	-0.361	-0.76
Si	9.321	6.649	21.64	0.267	0.071	-0.7
Si	6.854	9.085	21.791	0.145	0.374	-0.6
Si	9.79	12.606	21.807	-0.231	-0.229	-0.658
Si	12.009	14.87	21.635	0.205	0.059	-0.699
Si	-1.086	18.039	21.661	-0.041	-0.205	-0.725
Si	11.924	19.97	21.638	0.161	0.257	-0.759
Si	-1.119	6.991	21.488	-0.109	-0.002	-0.655
Si	12.4	9.641	21.685	-0.452	-0.326	-0.587
Si	-1.695	11.941	21.618	0.417	0.408	-0.577
Si	-4.312	15.669	30.09	0.007	-0.062	0.1
Si	11.749	9.698	24.743	-0.05	-0.03	-0.094
Si	7.341	6.681	25.923	0.072	0.067	-0.053
Si	-0.546	12.669	30.478	0.002	0.089	0.059
Si	7.384	10.637	30.176	-0.002	0.117	0.141
Si	0.192	17.653	29.094	0.025	0.082	0.005
Si	8.482	17.699	26.179	0.058	-0.027	-0.063
Si	8.223	15.988	23.74	0.019	-0.014	-0.186
Si	10.698	17.586	28.02	0.027	0.086	-0.025
Si	4.957	8.29	25.666	-0.028	0.046	-0.03
Si	0.336	9.125	26.592	0.059	0.013	0
Si	2.328	13.882	28.122	0.055	-0.025	0.111
Si	9.611	8.574	30.161	-0.007	-0.005	0.156
Si	1.447	18.347	26.249	0.015	-0.035	-0.022
Si	5.503	10.397	27.757	0.054	0.103	-0.05
Si	2.863	5.324	23.761	0.028	0.099	-0.123
Si	-2.112	6.132	24.278	0.028	0.055	-0.054
Si	6.16	17.191	28.08	0.013	-0.142	0.043
Si	2.188	19.388	30.743	0.047	0.052	0.091
Si	2.444	10.709	28.392	0.021	0.006	0.003
Si	5.39	6.218	30.805	-0.001	-0.031	0.16
Si	5.27	19.61	23.907	0.071	-0.002	-0.01
Si	11.809	4.68	24.474	-0.08	-0.064	-0.13
Si	-0.529	14.801	28.419	0.047	0.017	-0.03
Si	9.184	20.689	25.652	0.056	0.009	0.047
Si	9.68	20.463	28.618	-0.029	-0.096	-0.063
Si	-0.948	20.21	26.11	-0.136	0.054	-0.013
Si	8.989	8.538	24.006	-0.08	0.01	-0.251
Si	-2.478	18.049	30.21	0.029	-0.059	0.091
Si	-2.387	8.099	26.282	0.048	0.119	-0.058
Si	-4.47	12.577	25.992	0.04	-0.067	-0.018
Si	2.334	6.795	26.469	0.074	0.082	-0.07
Si	-3.51	18.625	26.047	0.026	-0.027	-0.118
Si	1.512	10.703	24.345	-0.022	-0.027	0.028
Si	-2.89	16.659	23.857	-0.116	-0.036	-0.168
Si	-0.271	13.03	23.8	-0.046	0.045	0.014
Si	-1.971	5.848	28.229	0.015	0.048	-0.067
Si	2.622	16.417	24.231	0.027	-0.138	0.019
Si	7.859	6.408	29	-0.038	-0.062	0.055
Si	-4.011	20.564	30.057	0	0.043	0.157
Si	-1.436	8.081	30.213	-0.147	0.065	0.094
Si	-3.904	9.844	30.316	-0.006	0.064	0.028
Si	0.672	10.17	30.483	0.001	0.023	0.087
Si	4.605	15.119	26.273	-0.059	0.064	-0.017
Si	9.111	13.148	24.627	-0.086	-0.112	-0.174
Si	6.238	12.54	25.766	-0.022	-0.01	0.058
Si	-1.934	14.478	25.775	-0.049	-0.145	0.035
Si	4.289	10.73	24.235	-0.049	0.084	0.018
Si	7.65	16.109	30.64	0.15	0.079	0.15
Si	4.467	19.252	26.806	0.093	-0.022	-0.108
Si	8.757	13.332	30.293	-0.027	-0.005	0.034
Si	-4.721	12.688	29.144	-0.011	0.066	0.066
Si	2.212	14.092	31.076	0.016	0.026	0.054
Si	3.479	21.33	28.6	-0.024	-0.091	0.085
Si	1.335	14.943	5.39	0.003	0.005	0.014
Si	4.109	1.339	5.438	0.012	0.008	0.014
Si	1.359	4.072	5.456	0.004	0.005	0.011
Si	4.094	6.785	5.474	0.003	0.001	0.012
Si	1.345	9.566	5.426	-0.008	0.001	0.008
Si	4.028	12.236	5.411	0.001	0.007	0.003
Si	6.798	14.959	5.476	-0.002	0.013	0.018
Si	9.557	1.341	5.442	-0.004	-0.01	0
Si	6.819	4.064	5.446	0.007	-0.004	0.001
Si	9.517	6.814	5.465	0.008	0	0.01
Si	6.778	9.53	5.466	-0.01	0.003	-0.001
Si	9.506	12.261	5.463	-0.006	0.001	0.009
Si	12.259	14.983	5.398	-0.003	-0.002	0.005
Si	14.974	1.309	5.387	-0.003	-0.012	0.002
Si	12.258	4.066	5.456	0.004	0.001	0.007
Si	14.951	6.812	5.463	0.013	-0.002	0.015
Si	12.233	9.541	5.478	-0.009	-0.003	0.01
Si	14.962	12.27	5.405	-0.009	-0.001	-0.003
Si	2.71	16.302	6.764	-0.001	-0.004	-0.005
Si	5.452	2.709	6.805	0.003	-0.005	-0.001
Si	2.715	5.435	6.816	-0.002	0.003	0.005
Si	5.44	8.157	6.828	-0.002	-0.009	0.002
Si	2.702	10.893	6.809	-0.007	-0.001	-0.009
Si	5.411	13.584	6.786	0.001	-0.002	-0.003
Si	8.175	16.322	6.808	-0.002	0.005	0.001
Si	10.888	2.716	6.811	-0.003	0.004	-0.003
Si	8.167	5.434	6.812	-0.004	0.003	-0.002
Si	10.876	8.17	6.826	0	-0.001	-0.001
Si	8.147	10.892	6.815	0	-0.003	-0.001
Si	10.9	13.621	6.782	0.001	0.002	-0.003
Si	13.605	16.322	6.786	-0.004	0.004	-0.007
Si	-0.002	2.683	6.776	0.006	-0.001	-0.005
Si	13.608	5.432	6.815	0	-0.003	-0.003
Si	0.002	8.184	6.793	-0.002	-0.009	0.003
Si	13.612	10.912	6.794	-0.008	-0.001	0.003
Si	-0.005	13.605	6.789	0.003	-0.004	-0.005
Si	1.361	17.661	8.144	-0.003	0.002	-0.005
Si	4.08	4.069	8.16	-0.002	0.003	-0.007
Si	1.357	6.814	8.158	0.004	0.001	-0.003
Si	4.065	9.523	8.164	-0.001	-0.006	-0.002
Si	1.35	12.253	8.163	0.005	-0.003	0.001
Si	4.068	14.956	8.145	0.002	-0.002	-0.006
Si	6.815	17.68	8.166	0.013	0.01	0.003
Si	9.525	4.073	8.168	0.001	-0.003	0
Si	6.807	6.796	8.173	0	0.007	-0.003
Si	9.516	9.536	8.173	0.005	-0.002	0
Si	6.776	12.241	8.163	-0.015	-0.016	-0.001
Si	9.531	14.959	8.159	-0.006	0.006	-0.006
Si	12.253	17.678	8.161	0.003	0.006	-0.004
Si	-1.347	4.061	8.152	-0.008	0.006	-0.006
Si	12.239	6.793	8.167	-0.011	-0.01	-0.005
Si	-1.361	9.535	8.155	0.01	0.007	-0.012
Si	12.247	12.26	8.156	0.007	0.003	-0.002
Si	-1.365	14.96	8.152	-0.002	0.003	0.002
Si	-0.003	16.315	9.514	-0.001	-0.007	-0.001
Si	2.716	2.707	9.51	0.006	0.003	0.001
Si	0.002	5.439	9.51	0.011	-0.003	-0.004
Si	2.714	8.164	9.527	-0.003	0.001	0.002
Si	-0.001	10.885	9.52	0	0.001	0.002
Si	2.715	13.606	9.519	-0.003	-0.001	-0.001
Si	5.44	16.313	9.504	0.001	0.01	-0.008
Si	8.165	2.718	9.529	-0.007	0.009	0.001
Si	5.437	5.435	9.52	-0.002	-0.003	0.002
Si	8.162	8.165	9.527	0.006	-0.004	0.004
Si	5.427	10.88	9.526	0.002	-0.005	-0.001
Si	8.157	13.6	9.51	0.002	-0.001	-0.006
Si	10.886	16.32	9.519	-0.002	0	-0.003
Si	13.608	2.717	9.522	-0.004	0.004	0.001
Si	10.884	5.432	9.525	-0.003	0.006	0
Si	13.602	8.165	9.513	-0.002	-0.002	-0.008
Si	10.886	10.897	9.519	0	0.001	0
Si	13.602	13.609	9.525	-0.002	-0.002	-0.003
Si	1.354	14.96	10.878	0.002	0.006	0.001
Si	4.081	17.672	10.866	0	-0.005	0.003
Si	1.36	4.077	10.871	0	0.006	0.003
Si	4.078	6.8	10.878	0.003	0.004	-0.002
Si	1.356	9.526	10.884	-0.001	-0.003	-0.002
Si	4.071	12.246	10.881	-0.002	0.003	0
Si	6.8	14.959	10.873	0.001	-0.008	-0.003
Si	9.527	17.678	10.883	-0.003	0.004	0.001
Si	6.795	4.074	10.878	0.008	0.004	0.003
Si	9.525	6.799	10.874	0.007	-0.007	0.001
Si	6.795	9.523	10.882	-0.01	-0.001	0.003
Si	9.517	12.248	10.88	-0.001	-0.003	0.001
Si	12.236	14.961	10.886	0.001	0.004	0
Si	-1.359	17.675	10.882	-0.001	0.009	-0.005
Si	12.246	4.074	10.884	-0.003	0.002	0.002
Si	-1.359	6.802	10.873	-0.006	-0.001	-0.004
Si	12.246	9.528	10.873	-0.002	-0.005	0
Si	-1.355	12.246	10.877	0.001	-0.008	0
Si	2.721	16.317	12.228	0	0.002	-0.004
Si	5.436	2.709	12.234	-0.005	0.005	0.003
Si	2.718	5.437	12.234	0	-0.003	0.004
Si	5.436	8.162	12.239	0.005	-0.009	0.004
Si	2.712	10.89	12.243	0.001	-0.006	0.004
Si	5.436	13.604	12.237	0.003	-0.004	0.002
Si	8.163	16.315	12.235	0.002	0.013	-0.001
Si	10.886	2.715	12.247	0.004	0.006	0.006
Si	8.159	5.438	12.223	-0.003	0.009	-0.001
Si	10.885	8.163	12.226	-0.006	-0.001	0.002
Si	8.155	10.888	12.238	0.005	-0.005	0.002
Si	10.874	13.604	12.251	0.001	-0.005	0.002
Si	13.594	16.32	12.243	-0.007	-0.011	-0.002
Si	0.001	2.718	12.237	-0.009	-0.008	0.001
Si	13.606	5.441	12.237	-0.003	0.004	0.003
Si	-0.003	8.163	12.241	0.003	0.002	-0.002
Si	13.611	10.885	12.233	0.006	0.017	-0.004
Si	0.002	13.6	12.244	-0.003	0.001	0.001
Si	1.367	17.675	13.587	0.005	-0.001	0
Si	4.077	4.073	13.59	0.007	-0.001	0.012
Si	1.355	6.797	13.593	-0.003	0.008	0.002
Si	4.077	9.531	13.593	-0.003	0.006	-0.002
Si	1.36	12.248	13.615	-0.002	0.005	0.006
Si	4.07	14.959	13.597	-0.006	0.006	-0.004
Si	6.794	17.663	13.592	0.012	-0.005	0.003
Si	9.51	4.08	13.585	-0.012	0.011	-0.001
Si	6.805	6.796	13.583	0.005	-0.005	0.007
Si	9.518	9.516	13.581	0.005	0.001	0.005
Si	6.797	12.253	13.601	-0.011	0.003	-0.002
Si	9.517	14.968	13.617	-0.006	-0.009	0.005
Si	12.235	17.669	13.617	0.008	0.007	0.004
Si	-1.362	4.074	13.599	0.007	0.001	0.003
Si	12.248	6.81	13.588	-0.005	0.003	0.006
Si	-1.346	9.541	13.606	-0.01	-0.011	0.001
Si	12.25	12.237	13.591	0.006	-0.02	0.005
Si	-1.369	14.955	13.593	-0.005	0.013	0
Si	0.004	16.31	14.934	-0.003	-0.005	-0.001
Si	2.721	19.032	14.955	-0.008	-0.012	0.007
Si	0.005	5.427	14.957	-0.005	-0.001	0.004
Si	2.71	8.174	14.941	0.007	-0.009	0.002
Si	0.003	10.903	14.991	0.003	0.009	0.007
Si	2.724	13.605	14.976	0.011	0.015	0.003
Si	5.425	16.313	14.959	-0.003	-0.003	0.004
Si	8.156	19.025	14.939	0.002	0.003	0
Si	5.452	5.43	14.935	-0.001	0.004	-0.001
Si	8.157	8.161	14.943	-0.006	-0.003	0.005
Si	5.434	10.894	14.957	0.006	-0.005	0.005
Si	8.139	13.622	14.973	0.004	-0.01	0.009
Si	10.879	16.314	14.996	0.005	0.006	0.009
Si	13.602	19.03	14.966	-0.003	0.006	0
Si	10.866	5.455	14.929	0.006	-0.006	0.005
Si	13.608	8.177	14.946	0.005	0.003	0.006
Si	10.889	10.866	14.931	-0.002	-0.003	-0.009
Si	13.6	13.597	14.962	0.01	-0.002	-0.001
O	-3.831	15.729	22.936	-0.111	0.168	0.312
O	3.89	11.359	22.805	-0.407	-0.005	-0.078
O	9.238	12.2	23.302	-0.221	-0.573	0.246
O	-4.833	15.724	31.639	-0.622	0.183	-0.012
O	-0.014	19.183	22.152	0.081	-0.067	0.497
O	-0.217	16.846	32.666	0.159	0.038	-0.119
O	5.51	13.965	25.618	0.227	-0.024	-0.146
O	-3.889	20.367	23.125	0.2	0.089	0.299
O	3.926	10.277	28.006	-0.083	-0.105	-0.023
O	2.528	8.737	32.65	-0.048	0.106	-0.399
O	10.817	20.979	29.632	-0.189	0.323	0.242
O	-2.845	10.831	21.648	-0.005	0.125	0.088
O	5.807	21.254	31.701	-0.121	-0.203	-0.153
O	1.189	18.228	30.225	-0.096	-0.251	0.119
O	7.786	9.296	23.158	0.012	0.514	0.189
O	-3.04	14.177	32.709	0.075	0.052	-0.419
O	2.965	17.387	22.988	-0.344	0.135	-0.098
O	-1.516	12.409	31.726	-0.054	-0.266	-0.112
O	8.212	5.561	22.138	0.035	0.024	0.203
O	-1.992	15.75	24.814	0.474	0.146	0.003
O	6.957	10.107	31.645	-0.03	-0.27	-0.001
O	8.782	9.917	29.826	0.325	0.318	-0.177
O	-3.761	20.971	31.596	0.611	0.124	-0.276
O	-1.803	6.181	22.711	-0.011	-0.275	-0.043
O	4.982	18.295	28.007	-0.276	0.09	0.536
O	5.624	8.052	22.118	-0.051	-0.259	0.11
O	6.792	15.334	31.778	-0.141	-0.601	-0.225
O	-3.005	21.275	29.051	0.14	0.013	0.029
O	-3.779	18.966	29.927	-0.579	-0.139	-0.076
O	-3.813	9.786	31.93	0.432	-0.163	-0.091
O	-1.459	12.113	23.231	-0.381	-0.112	0.357
O	1.87	15.428	31.906	0.541	0.397	-0.124
O	5.266	18.397	22.821	0.354	-0.265	-0.1
O	9.303	8.149	31.696	-0.147	0.361	-0.04
O	-0.973	21.173	27.424	0.22	-0.175	0.422
O	6.881	15.531	22.987	-0.279	0.086	0.268
O	3.639	6.55	23.048	0.097	0.302	0.353
O	-0.071	14.088	22.577	-0.453	-0.047	-0.195
O	1.707	9.76	23.052	0.497	-0.35	0.159
O	1.501	17.142	25.155	-0.377	-0.061	-0.057
O	5.859	6.987	25.341	-0.246	-0.305	-0.306
O	2.965	18.846	26.405	-0.025	0.045	-0.049
O	-4.184	20.05	25.73	-0.128	0.361	0.345
O	8.585	17.261	31.381	0.432	0.109	-0.227
O	7.794	16.771	25.068	-0.433	-0.01	0.175
O	-3.76	8.841	25.864	-0.272	-0.146	0.42
O	-1.154	13.694	29.41	-0.746	0.116	0.072
O	9.131	16.959	22.837	0.188	-0.03	0.341
O	5.815	9.239	26.67	0.523	-0.171	-0.032
O	0.046	8.718	30.246	0.366	-0.345	-0.068
O	0.673	10.508	32.056	-0.332	0.596	0.079
O	10.991	13.683	22.127	-0.03	-0.049	0.138
O	-2.013	18.435	31.71	-0.009	0.538	-0.001
O	2.376	5.772	25.222	-0.366	-0.057	-0.054
O	0.957	7.637	26.422	-0.135	-0.479	-0.278
O	5.583	15.912	27.278	0.132	-0.083	-0.028
O	3.334	18.72	31.677	0.176	-0.109	-0.372
O	9.83	18.841	28.614	-0.158	-0.229	0.514
O	-3.771	17.634	24.794	-0.423	-0.199	-0.248
O	-4.231	11.231	25.131	0.025	-0.04	-0.333
O	4.437	20.745	27.424	0.5	0.193	0.025
O	5.412	19.174	25.469	0.2	-0.054	0.086
O	3.937	16.043	25.109	0.123	0.397	0.02
O	2.405	5.973	27.865	-0.333	-0.072	0.302
O	10.953	16.45	29.137	-0.453	0.008	0.251
O	4.375	5.842	29.629	-0.024	0.184	-0.13
O	7.557	12.252	30.08	-0.426	0.203	-0.019
O	-0.214	22.271	32.639	0.114	0.022	-0.394
O	-0.131	16.086	29.314	-0.007	-0.324	0.681
O	9.082	13.364	31.872	-0.043	0.476	0.014
O	2.036	15.13	23.44	0.143	-0.297	0.328
O	6.494	20.489	23.334	0.437	0.242	0.315
O	12.254	9.266	23.263	0.042	-0.422	0.113
O	5.129	11.565	32.687	0.193	0.183	-0.335
O	2.337	12.283	28.132	0.127	-0.068	-0.209
O	5.587	11.539	24.693	0.435	0.115	-0.375
O	-4.452	12.38	27.587	0.259	-0.361	0.132
O	10.663	6.106	32.601	0.127	0.145	-0.28
O	5.404	13.528	22.183	0.124	-0.014	0.448
O	2.709	14.46	29.589	0.44	0.491	-0.015
O	0.837	14.321	27.707	-0.161	-0.008	-0.686
O	9.045	14.672	24.121	0.262	0.168	-0.172
O	6.746	6.786	30.123	0.177	0.242	-0.013
O	-3.31	13.651	25.655	-0.175	0.136	-0.354
O	8.286	21.148	29.125	-0.249	-0.396	0.378
O	-3.716	6.078	24.579	-0.419	0.587	0.346
O	9.796	16.985	26.807	0.28	-0.63	-0.001
O	7.703	19.544	32.403	0.004	0	-0.247
O	4.604	7.268	31.754	0.272	0.049	-0.338
O	-1.633	7.51	24.963	0.352	0.419	-0.335
O	1.266	9.914	27.636	-0.07	-0.183	-0.029
O	1.091	12.195	23.925	0.27	0.168	-0.209
O	7.29	6.755	27.534	-0.119	0.013	0.034
O	1.576	4.848	22.914	-0.266	0.342	0.031
O	3.378	14.458	27.069	0.019	0.029	0.114
O	-1.636	15.02	27.265	-0.46	0.1	0.231
O	-2.768	6.844	27.232	-0.415	-0.074	0.171
O	6.645	16.804	29.571	-0.439	0.044	0.273
O	-0.018	8.065	22.06	0.007	-0.019	0.344
O	2.187	10.335	29.948	0.481	-0.252	0.288
O	7.814	5.195	25.525	-0.269	-0.432	-0.013
O	9.74	7.533	22.958	0.304	-0.236	0.265
O	0.865	13.223	31.021	-0.109	-0.089	0.349
O	2.768	20.134	29.429	-0.259	-0.009	-0.319
O	-4.063	11.405	29.896	0.278	0.192	0.224
O	10.13	9.485	24.683	-0.328	0.372	0.331
O	8.354	7.75	25.261	0.253	0.181	0.486
O	10.642	11.461	32.737	0.022	-0.06	-0.271
O	0.86	17.801	27.643	-0.148	-0.269	-0.207
O	-1.208	6.789	29.281	0.343	-0.152	-0.151
O	1.407	20.479	31.649	0.18	0.224	-0.209
O	8.88	19.115	25.512	-0.114	-0.094	-0.286
O	10.798	18.843	22.01	0.171	-0.132	0.418
O	-1.863	17.529	22.985	0.264	0.221	0.138
O	-2.57	9.138	29.712	0.025	0.306	-0.643
O	0.381	10.01	25.243	-0.413	0.094	-0.174
O	-1.909	7.646	31.697	-0.374	0.202	-0.124
O	5.02	16.951	32.666	-0.078	-0.157	-0.212
O	-1.236	9.014	26.997	-0.298	0.28	0.565
O	-2.909	16.493	30.051	0.462	-0.272	-0.24
O	2.93	10.866	25.127	-0.026	0.228	0.46
O	3.581	7.816	26.355	0.011	0.183	0.231
O	9.162	7.337	29.229	0.245	-0.139	-0.203
O	5.965	11.858	27.212	-0.005	0.259	0.297
O	9.867	20.989	27.096	0.22	0.593	-0.015
O	-4.105	14.131	29.607	0.524	0.106	-0.18
O	-1.393	4.809	24.859	0.033	-0.441	-0.247
O	11.155	8.931	29.866	0.241	-0.226	-0.647
O	4.652	9.156	24.326	-0.091	-0.365	-0.295
O	-4.197	18.024	27.375	0.19	-0.267	0.108
O	-1.938	18.929	26.281	0.303	-0.464	0.3
O	-0.684	13.597	25.241	0.272	0.01	0.275
O	7.411	17.885	27.351	0.229	0.598	0.22
O	8.426	14.879	29.891	0.298	0.175	-0.478
O	0.52	19.6	25.815	0.213	0.14	-0.378
O	3.863	20.386	23.815	-0.068	-0.054	0.157
O	-1.248	18.398	29.213	-0.014	0.484	-0.286
O	10.012	12.799	29.431	-0.162	-0.322	-0.339
O	10.387	13.095	25.589	-0.169	0.169	0.269
O	-0.286	11.255	29.755	-0.372	-0.136	-0.452
O	6.269	10.137	29.136	-0.167	-0.186	0.245
O	10.205	4.859	24.484	-0.187	0.288	-0.274
O	7.808	12.708	25.471	0.167	0.026	0.202
O	3.36	13.251	31.819	0.058	-0.016	-0.27

Results
total energy: -101655.720 eV
total energy less fixed offsets of O -438.35, Si -107.03 eV per atom: -2.520 eV
